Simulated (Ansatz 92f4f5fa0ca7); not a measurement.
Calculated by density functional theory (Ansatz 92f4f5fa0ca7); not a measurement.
Periodic cell of 220 atoms, Si132O88, from a study of silicon, its oxide and their interface. The atomic structure is a simulated model.
Doubt: the cutoff is far below the 930 eV that the study's wrapper takes by default for these files, so forces and energies are approximate.

Settings: functional PBE; potential files Ansatz PAW; basis plane waves; wave-function cutoff 580 eV; density cutoff ratio 5; exchange-correlation grid ratio 1; k mesh 1 x 1 x 1, Gamma-centred; self-consistency stop 5e-08 eV per atom in the density residual; occupations fixed; spin none; net charge 0.

Cell vectors (angstrom)
a  10.938  0  0
b  0  10.938  0
c  0  0  32.6001

Atoms and the computed forces on them: element, x, y, z (angstrom), force x, y, z (eV/angstrom)
Si  0.1124  -0.273  25.158  0.1098  -0.0997  -0.1784
Si  5.6914  -0.1098  25.0955  -0.044  -0.1076  -0.2737
Si  2.3556  2.8312  25.3108  0.0083  -0.0143  -0.2262
Si  8.201  2.9229  25.0519  -0.1465  0.174  -0.1981
Si  0.3605  5.2168  24.8287  0.0625  0.1477  -0.4053
Si  5.8919  5.0734  25.2175  -0.0952  0.1953  -0.1831
Si  2.4542  8.565  25.1322  -0.0593  0.0482  -0.2924
Si  7.8407  8.5154  24.9914  0.037  -0.252  -0.3196
Si  1.1684  1.3267  26.6014  0.1214  -0.0045  -0.2076
Si  6.9718  1.3575  26.4258  -0.0352  0.0727  -0.2164
Si  4.122  4.0213  26.4449  -0.02  -0.0392  -0.1722
Si  9.6525  4.2093  26.3501  0.0778  0.0356  -0.1989
Si  1.3821  6.8243  26.3424  -0.0005  0.0456  -0.1979
Si  6.8599  6.8517  26.4145  -0.0359  0.001  -0.0575
Si  4.0787  9.6721  26.4336  0.0966  -0.0191  -0.1227
Si  9.5091  9.4743  26.4447  -0.0811  0.0232  -0.2138
Si  2.7105  0.0355  27.8392  -0.0162  0.0541  0.1077
Si  8.249  -0.0253  27.8221  0.0054  -0.0088  0.1086
Si  -0.0879  2.8037  27.847  -0.065  -0.0339  0.1539
Si  5.5027  2.6843  27.8033  0.0464  -0.0968  0.0642
Si  2.7637  5.4802  27.7739  0.0172  -0.1098  0.0037
Si  8.2518  5.5133  27.7779  -0.0984  -0.0518  0.0923
Si  -0.0157  8.1261  27.7792  0.0774  0.0546  0.0814
Si  5.4346  8.2032  27.7797  -0.0058  0.097  0.0202
Si  4.1018  1.3673  29.1819  0.1204  -0.0115  0.1638
Si  9.5708  1.3673  29.1819  -0.2526  0.1728  0.3058
Si  1.3673  4.1018  29.1819  0.1201  0.1968  -0.1862
Si  6.8362  4.1018  29.1819  0.2288  0.0819  -0.4076
Si  4.1018  6.8362  29.1819  -0.0549  0.076  -0.0712
Si  9.5708  6.8362  29.1819  0.116  -0.1129  0.2791
Si  1.3673  9.5708  29.1819  -0.1395  -0.3043  -0.262
Si  6.8362  9.5708  29.1819  -0.1216  -0.0878  -0.2208
Si  0  0  30.5491  0.0253  0.0428  -0.0382
Si  5.469  0  30.5491  -0.0661  -0.0214  -0.0089
Si  2.7345  2.7345  30.5491  0.0807  0.0486  -0.0439
Si  8.2035  2.7345  30.5491  -0.0423  -0.1178  0.0358
Si  0  5.469  30.5491  0.0083  0.059  0.0162
Si  5.469  5.469  30.5491  0.006  0.026  -0.0654
Si  2.7345  8.2035  30.5491  -0.0326  -0.0499  -0.0133
Si  8.2035  8.2035  30.5491  -0.0081  -0.0181  -0.0367
Si  1.3673  1.3673  31.9164  0.0348  -0.0317  -0.0124
Si  6.8362  1.3673  31.9164  -0.0436  0.0503  -0.0238
Si  4.1018  4.1018  31.9164  -0.024  -0.0046  -0.0025
Si  9.5708  4.1018  31.9164  0.0334  -0.0213  -0.0415
Si  1.3673  6.8362  31.9164  0.0008  -0.0127  -0.0234
Si  6.8362  6.8362  31.9164  0.016  0.0045  -0.0117
Si  4.1018  9.5708  31.9164  0.0205  0.006  -0.0351
Si  9.5708  9.5708  31.9164  -0.0424  0.0139  -0.017
Si  2.7345  0  0.6835  0.0476  -0.0222  0.0211
Si  8.2035  0  0.6835  -0.0266  0.0592  0.0057
Si  0  2.7345  0.6835  -0.0516  0.0191  0.021
Si  5.469  2.7345  0.6835  0.023  -0.0601  0.0177
Si  2.7345  5.469  0.6835  -0.0165  0.0585  0.0161
Si  8.2035  5.469  0.6835  0.0155  -0.0167  0.0172
Si  0  8.2035  0.6835  0.0513  -0.0362  0.0082
Si  5.469  8.2035  0.6835  -0.0533  0.0014  0.021
Si  4.1018  1.3673  2.0507  -0.0556  0.0418  0.0108
Si  9.5708  1.3673  2.0507  0.0198  -0.0728  0.0069
Si  1.3673  4.1018  2.0507  0.0742  -0.0185  0.0116
Si  6.8362  4.1018  2.0507  -0.0616  0.011  0.0069
Si  4.1018  6.8362  2.0507  0.0439  -0.0408  0.0149
Si  9.5708  6.8362  2.0507  -0.0208  0.0631  0.0058
Si  1.3673  9.5708  2.0507  -0.0287  0.0266  0.0206
Si  6.8362  9.5708  2.0507  0.0399  -0.0151  0.0186
Si  0  0  3.418  -0.1249  0.0441  -0.2677
Si  5.469  0  3.418  0.0143  0.0327  0.3265
Si  2.7345  2.7345  3.418  -0.0465  -0.1317  -0.3288
Si  8.2035  2.7345  3.418  0.0224  -0.028  0.3304
Si  0  5.469  3.418  -0.0194  0.0238  0.3484
Si  5.469  5.469  3.418  -0.0376  -0.0139  -0.4403
Si  2.7345  8.2035  3.418  -0.0255  0.014  0.2531
Si  8.2035  8.2035  3.418  0.1875  0.0909  -0.231
Si  1.3396  1.3827  4.7517  -0.0175  0.0148  -0.0611
Si  6.8439  1.3641  4.836  0.0093  -0.0222  -0.0304
Si  4.104  4.0935  4.7337  0.0113  -0.0129  -0.0323
Si  9.5725  4.0969  4.8328  0.0097  -0.0104  -0.0835
Si  1.3636  6.8465  4.8281  -0.0248  0.0112  -0.02
Si  6.8505  6.8228  4.7243  -0.0051  -0.0115  -0.1087
Si  4.0906  9.5778  4.8185  -0.0061  0.018  -0.0483
Si  9.5783  9.5817  4.7801  -0.0048  0.0023  0.0515
Si  2.6645  0.043  6.1357  0.0527  0.0048  0.1654
Si  8.2417  -0.0139  6.2145  0.0062  0.018  0.2396
Si  0.0178  2.7085  6.1944  0.0068  -0.0094  0.1758
Si  5.4513  2.785  6.1458  -0.0045  -0.0676  0.2637
Si  2.7482  5.4074  6.1181  -0.0196  0.0528  0.2612
Si  8.1766  5.5031  6.1381  0.0517  0.0267  0.1776
Si  -0.0012  8.2588  6.2067  0.0176  0.0024  0.2335
Si  5.5149  8.1556  6.0885  -0.053  0.0276  0.1802
Si  3.7806  1.6746  7.4179  0.0001  0.0306  0.1732
Si  9.8548  1.131  7.5953  0.009  -0.0722  0.1207
Si  1.5949  3.8706  7.5398  0.108  -0.0547  0.1984
Si  6.6102  4.3706  7.499  -0.175  0.1118  0.2884
Si  4.3962  6.5289  7.3782  0.027  -0.0788  0.2563
Si  9.293  7.1043  7.4777  -0.0532  0.0916  0.2189
Si  1.1518  9.8646  7.5972  -0.0489  0.0184  0.1153
Si  7.0683  9.2695  7.4701  0.0791  -0.081  0.2452
O  6.6454  9.5795  24.5157  0.1065  0.157  0.4959
O  1.4244  3.9786  24.5436  0.0882  -0.0451  0.5312
O  1.3159  9.6653  24.5762  0.0094  -0.1232  0.5345
O  6.9932  3.9748  24.6081  -0.0134  0.1147  0.4952
O  8.1777  8.1873  8.1076  0.0509  -0.0023  -0.6338
O  2.7271  2.7787  8.1162  -0.0164  -0.0484  -0.6037
O  0.0178  0.0108  8.1876  -0.0146  0.0436  -0.4892
O  5.4808  5.4621  8.0905  -0.0046  0.0208  -0.681
O  6.2571  9.8345  8.7902  -0.0188  0.0569  -0.115
O  4.412  0.8533  8.6826  0.0364  -0.0239  -0.032
O  7.3374  3.7674  8.8553  0.0356  -0.0493  -0.1238
O  9.2564  1.8981  8.9391  0.0206  -0.026  -0.1353
O  9.9349  6.3738  8.8034  0.0199  -0.0128  -0.0975
O  1.9334  9.2794  8.9432  -0.0386  0.0009  -0.1479
O  3.6442  7.2668  8.6226  -0.04  0.0532  0.0069
O  0.9074  4.5121  8.9056  0.0036  0.0028  -0.1555
O  8.98  2.5142  23.6191  -0.1116  0.0962  0.4084
O  10.229  0.2192  23.8183  -0.0457  0.029  0.0602
O  3.164  7.9527  23.7812  -0.0639  0.0722  0.3438
O  8.4762  7.9811  23.5502  -0.0511  0.1067  0.3434
O  5.364  5.7774  23.8134  0.0684  -0.1098  0.1941
O  6.0236  -1.0682  21.0982  0.0359  0.0836  0.0877
O  10.9726  5.7071  23.2528  0.0013  -0.1918  0.5503
O  2.726  1.7325  24.1226  0.0162  0.0266  0.1268
Si  11.1292  6.3808  21.76  0.0644  0.2122  -0.0804
Si  0.5697  5.3941  18.8354  0.0075  0.0082  0.0959
Si  8.0938  14.3459  12.7361  0.0048  0.1278  0.2021
Si  1.2922  7.293  14.1404  0.0983  -0.0878  -0.0262
Si  10.2111  5.5207  12.6811  -0.1025  0.0022  0.1504
Si  2.5685  7.9326  9.6282  0.0971  0.0165  -0.1075
Si  5.6631  8.2782  20.7982  0.173  0.1279  0.0283
Si  4.0335  12.6944  23.1616  -0.004  -0.1569  -0.1336
Si  13.8524  2.0952  20.4024  -0.1398  0.117  -0.2549
Si  6.7484  1.613  18.9858  -0.0008  -0.0383  0.1548
Si  3.0129  7.254  22.3283  0.019  -0.0154  -0.348
Si  4.5626  -2.3106  18.0342  0.0816  0.0022  0.1678
Si  -5.1212  -10.9332  16.4737  0.0025  0.0203  0.1185
Si  -2.4231  6.9597  14.4952  -0.0909  -0.0636  -0.1192
Si  9.3054  1.1197  22.8279  -0.0379  -0.2008  -0.1473
Si  5.6392  0.2144  9.5212  -0.0825  -0.077  -0.164
Si  4.2499  4.147  15.5048  0.111  0.0778  0.0356
Si  -6.2778  4.8592  22.6749  -0.0395  0.22  -0.4422
Si  6.5482  4.1067  17.568  -0.0295  -0.0055  0.1972
Si  13.5486  -4.4839  16.8759  0.0106  0.0692  0.0876
Si  5.9499  5.7251  13.4333  0.0673  0.078  -0.1174
Si  2.3498  -0.2299  18.7518  -0.0204  0.1429  0.1602
Si  -1.7364  5.2174  16.9488  -0.0349  0.0372  0.1029
Si  7.5086  10.5755  21.1206  -0.0296  -0.2318  -0.2402
Si  7.9153  2.4783  9.6769  0.0286  0.0518  -0.1577
Si  7.7398  11.4586  14.0208  -0.1413  0.0574  -0.008
Si  -0.1267  13.7325  17.6131  0.0495  -0.1176  0.181
Si  5.1429  14.8015  20.0755  0.014  -0.0514  -0.0166
Si  -2.5197  7.9344  21.9113  -0.147  0.086  -0.3289
Si  0.1903  1.2302  20.1687  0.2292  -0.0153  -0.1342
Si  5.0964  10.6909  12.5357  0.0233  -0.1613  0.1455
Si  0.2282  5.7802  9.6829  -0.0618  -0.045  -0.147
Si  3.5323  1.2465  14.6046  0.1548  -0.0978  -0.04
Si  11.9891  0.408  16.0231  0.0637  0.0283  0.1968
Si  3.9766  7.869  12.4565  0.1499  -0.0023  0.1259
Si  -0.9281  -1.4132  14.5564  -0.0611  -0.0979  -0.0309
O  -1.8243  6.7153  12.978  0.0666  -0.0015  0.0192
O  8.2395  2.8938  11.2045  0.02  -0.0659  -0.1848
O  -9.3393  -3.8835  15.7317  -0.0448  0.0187  -0.0006
O  -1.4306  4.1204  13.1719  0.0203  0.0137  -0.0528
O  3.2102  -5.937  16.4222  -0.005  -0.0437  -0.0281
O  3.8473  7.4615  17.1656  -0.019  -0.0572  -0.0812
O  -0.224  -0.5597  15.7491  -0.0205  -0.0029  -0.0102
O  3.1202  1.1908  19.0544  0.0067  -0.0522  0.0187
O  9.6822  7.0526  21.4178  0.061  -0.0727  0.0858
O  5.497  9.4117  16.9388  0.0077  0.0203  -0.0785
O  5.1205  0.7031  23.759  0.0486  0.0219  0.1856
O  11.3964  5.4058  20.4648  0.0175  -0.0532  0.0014
O  3.5362  14.5224  20.1713  0.0196  -0.0367  0.0161
O  5.6116  3.6796  16.3053  -0.0526  -0.0004  -0.0712
O  -6.4164  0.5408  15.6733  -0.0429  -0.0006  -0.0066
O  -14.9594  6.6347  14.4102  0.0556  0.0392  0.0536
O  4.2082  -3.0299  21.4245  -0.155  -0.067  0.1101
O  8.6258  9.3766  21.1415  0.0285  -0.0273  0.1888
O  -0.8427  -5.0386  18.1405  -0.0482  -0.0223  -0.056
O  -9.0505  -0.3109  17.2099  -0.0869  -0.0233  -0.1645
O  0.6207  5.9306  13.5081  0.0037  0.0297  0.0043
O  1.4692  18.3757  21.7872  -0.0096  -0.0419  0.0632
O  0.5935  1.8968  16.479  -0.0137  0.0198  -0.0942
O  -3.7736  11.1584  15.5485  0.0646  -0.027  -0.0119
O  5.8455  2.3755  20.128  0.01  0.051  -0.0461
O  5.1598  6.7121  12.3688  -0.0759  0.0163  0.0587
O  3.4331  9.4959  18.8817  -0.0668  0.0158  -0.0253
O  3.2437  5.6264  22.3753  0.042  -0.15  0.1123
O  6.8072  1.3091  9.6769  0.0064  0.0091  0.1226
O  4.7321  16.0209  14.2779  -0.0861  -0.0357  0.051
O  -0.601  12.7327  18.8372  0.0389  0.0627  -0.0133
O  7.8763  2.1416  13.7588  0.016  -0.0276  0.0031
O  -6.3119  9.2295  13.0814  -0.0039  0.0549  -0.0282
O  0.2982  -2.3314  13.9023  -0.0446  0.0282  -0.0011
O  16.8308  0.805  17.8858  -0.0163  -0.0113  -0.0895
O  -1.5982  -4.9517  15.5239  0.0207  0.0041  0.0049
O  12.7254  6.3281  18.2865  -0.0078  -0.004  -0.0312
O  5.5816  4.8049  21.3225  -0.1024  -0.0308  0.1594
O  -4.2884  10.8979  12.9575  -0.0005  0.0174  -0.0296
O  0.885  14.8163  18.3007  -0.0342  0.0383  -0.0446
O  9.663  3.6504  16.8293  0.0063  -0.0344  -0.0486
O  10.0818  12.0977  21.3949  -0.1345  0.0316  0.1867
O  12.9726  0.5988  14.7316  -0.0361  0.0119  -0.0426
O  -2.119  8.4821  15  0.0611  0.0496  0.0376
O  7.6031  5.2928  17.2694  0.0558  0.0076  -0.0519
O  7.8164  0.5175  22.4651  0.057  0.0714  0.1367
O  10.5496  5.3287  11.1099  0.0469  -0.0083  -0.139
O  7.7045  11.5042  19.7821  -0.016  0.0461  -0.0021
O  -1.7695  -0.2532  13.72  0.0722  -0.023  0.0358
O  5.0093  10.7114  10.9314  0.0057  0.0272  -0.1206
O  16.4983  -2.9105  19.1871  -0.0337  -0.0213  -0.1098
O  18.3712  2.8429  18.1509  -0.0487  0.0161  -0.0633
O  6.8534  4.505  12.7896  0.0158  -0.0423  0.0122
O  1.0128  10.7653  19.7547  -0.0429  0.0183  -0.0328
O  6.9309  7.4118  21.4105  0.0071  -0.0057  0.0879
O  4.5117  3.3233  23.1911  0.017  -0.1226  0.0196
O  1.3488  6.9159  9.94  -0.0008  0.0014  0.105
O  3.3741  8.2355  10.9962  -0.0896  0.03  -0.1596
O  12.265  13.2239  20.6923  -0.0382  -0.0476  0.0041
O  5.5178  4.646  18.714  0.0709  -0.0009  -0.0223
O  14.4256  13.7814  14.9048  -0.0551  0.014  0.0112
O  4.1228  0.9361  13.1135  -0.0321  0.0396  0.0302
O  2.7352  7.4614  13.418  -0.047  -0.0019  0.002
O  3.6194  12.2598  21.6529  0.145  -0.0478  0.2823

Results
free energy: -133964.113 eV
free energy less fixed offsets of O -568.88, Si -635.61 eV per atom: -2.153 eV

The program warned: the cutoff lies below the one the program advises for these potential files; the forces do not sum to zero within the program's tolerance; the exchange-correlation potential is rough where the density is thin.
